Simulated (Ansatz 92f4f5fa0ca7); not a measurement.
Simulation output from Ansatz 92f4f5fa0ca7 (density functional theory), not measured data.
Periodic cell of 234 atoms, Si134O100, from a study of silicon, its oxide and their interface. The atomic structure is a simulated model.

Settings
functional: r2SCAN
potential files: Ansatz norm-conserving
basis: plane waves
wave-function cutoff: 1300 eV
density cutoff ratio: 4
exchange-correlation grid ratio: 1
k mesh: 2 x 2 x 1, shifted by 0.5 0.5 0.5 of a step
self-consistency stop: 5e-08 eV per atom in the density residual
occupations: Fermi-Dirac, 0.05 eV
spin: none
net charge: 0

Cell vectors (angstrom)
a  11.5403  0  0
b  0  15.3871  0
c  1.0953  -0.303  22.952

Atoms: element, x, y, z (angstrom)
Si  1.1313  -0.8136  0.1054
Si  1.5637  2.3379  0.028
Si  1.5504  7.0011  0.3542
Si  2.0091  10.0407  0.2409
Si  5.1706  -0.8821  0.6729
Si  5.5301  2.2374  0.2958
Si  5.24  7.3455  0.2608
Si  5.5656  10.5587  0.2182
Si  8.8529  -0.3275  0.7091
Si  9.1583  2.6987  0.6885
Si  9.0228  5.7712  0.1001
Si  9.5899  10.9077  0.0106
Si  3.107  -1.1087  1.6345
Si  3.4567  2.7796  1.4119
Si  3.4728  6.66  1.6805
Si  3.6982  10.6948  1.7015
Si  7.0565  -0.9106  2.0537
Si  7.196  2.7806  1.877
Si  7.2271  6.5624  1.4353
Si  7.5792  10.7238  1.4514
Si  10.932  -0.9681  1.6834
Si  11.2508  2.7557  1.6269
Si  10.992  6.5081  1.3719
Si  11.2951  10.5111  1.5428
Si  3.3169  0.8851  2.9339
Si  3.4329  4.6672  2.9057
Si  3.5555  8.6513  2.9568
Si  3.4665  12.5203  3.1064
Si  7.1675  0.9653  3.3048
Si  7.1191  4.7966  3.0013
Si  7.4667  8.6275  2.7666
Si  7.4003  12.4481  3.071
Si  11.1048  0.8969  3.0744
Si  11.1331  4.722  2.8819
Si  11.132  8.5351  2.8135
Si  11.1512  12.445  2.994
Si  1.4812  0.9094  4.406
Si  1.4809  4.7732  4.24
Si  1.5425  8.6102  4.2428
Si  1.5353  12.4683  4.3971
Si  5.1764  0.8444  4.4738
Si  5.2443  4.7086  4.3828
Si  5.5567  8.6035  4.2751
Si  5.4745  12.449  4.4339
Si  9.1808  0.8863  4.4679
Si  9.1473  4.7611  4.2442
Si  9.2835  8.6201  4.2989
Si  9.2804  12.4434  4.4606
Si  1.5674  -0.9939  5.7865
Si  1.3336  2.8927  5.6207
Si  1.4526  6.6946  5.5985
Si  1.6615  10.5094  5.6706
Si  5.436  -1.0421  5.8879
Si  5.1414  2.7858  5.7536
Si  5.3156  6.6698  5.6524
Si  5.693  10.4733  5.724
Si  9.2204  -1.0167  5.8771
Si  9.0396  2.8582  5.6487
Si  9.2425  6.6823  5.6343
Si  9.3305  10.5013  5.7981
Si  3.4838  -1.0168  7.1841
Si  3.166  2.8685  7.0553
Si  3.3199  6.6625  6.9822
Si  3.7166  10.4277  6.926
Si  7.3513  -1.1153  7.3815
Si  7.1096  2.6626  7.0249
Si  7.2828  6.6112  6.9474
Si  7.5172  10.3883  7.3442
Si  11.1972  -0.9495  7.16
Si  10.9462  2.9542  6.9777
Si  11.1458  6.8154  7.0611
Si  11.3243  10.6727  7.0709
Si  3.1322  1.0011  8.489
Si  3.1058  4.7796  8.3924
Si  3.6043  8.5405  8.3045
Si  3.9157  12.3162  8.2514
Si  7.0652  0.8953  8.6981
Si  7.0473  4.6449  8.1501
Si  7.4479  8.2411  8.6127
Si  7.7933  12.3111  8.8462
Si  10.9111  1.0487  8.3447
Si  10.8713  4.8645  8.3551
Si  11.2906  8.8456  8.4429
Si  11.5874  12.5792  8.5212
Si  1.0928  1.3048  9.8963
Si  1.1383  4.4297  9.768
Si  1.8043  9.3124  9.5938
Si  2.1907  12.4359  9.7192
Si  4.9663  1.5592  9.8765
Si  5.1421  4.646  9.4688
Si  5.335  7.7273  9.744
Si  5.6606  12.4225  9.887
Si  9.1131  1.3524  9.8674
Si  8.8462  4.5011  9.5877
Si  9.5427  8.2891  9.951
Si  10.1006  12.4293  10.3079
Si  3.2423  12.4077  16.4124
Si  9.1409  13.8363  20.9247
Si  0.1623  12.0301  15.5653
Si  -0.5842  2.1355  16.2688
Si  4.7817  3.3729  17.7297
Si  7.8627  16.7313  20.4671
Si  5.9387  11.1935  12.7442
Si  10.7028  -0.161  11.8052
Si  11.3508  10.0979  20.0902
Si  7.4434  0.059  15.2747
Si  4.9333  13.7582  14.2189
Si  5.0974  -2.1322  18.4342
Si  4.6441  8.486  12.6878
Si  11.3126  6.2918  11.8866
Si  1.49  5.6582  18.9968
Si  4.2986  7.7321  21.2335
Si  0.3036  12.769  21.1825
Si  7.4487  4.51  16.9891
Si  10.3404  -0.6689  14.9502
Si  4.1112  -0.8905  11.3311
Si  11.2392  10.774  12.8511
Si  10.2182  5.9713  20.0368
Si  6.4412  8.4261  16.5822
Si  8.7523  4.9946  12.5805
Si  4.4231  8.8871  18.3898
Si  8.466  2.9477  14.6287
Si  7.0061  7.247  13.7979
Si  -0.8403  9.5593  17.2519
Si  6.1683  16.1218  17.9321
Si  8.7232  7.3317  17.755
Si  5.586  10.9786  16.9892
Si  9.4677  3.1318  18.7787
Si  14.4908  3.2578  19.9548
Si  1.6437  8.3642  12.4253
Si  8.5665  9.7209  12.5129
Si  1.8419  18.6981  17.4038
Si  1.6235  8.5348  18.4426
Si  6.6438  12.341  21.0098
O  9.0232  1.1824  -0.0594
O  2.504  4.8162  19.9186
O  7.3169  8.1152  17.9188
O  1.7153  3.028  -1.4825
O  1.5351  8.5783  0.8489
O  1.9253  7.0956  -1.2637
O  2.8525  9.546  -1.1368
O  7.5252  3.9665  15.4718
O  6.7408  16.7086  19.3061
O  0.6491  7.1898  12.9288
O  9.0751  4.1196  -0.2399
O  13.5344  17.8725  18.8377
O  2.1483  7.0076  18.3935
O  4.5394  7.2037  -1.2371
O  5.6618  8.9269  0.1624
O  5.4561  11.1207  -1.3484
O  8.1981  -1.3037  -0.4267
O  4.4696  3.2435  19.3397
O  9.4383  7.1114  19.1859
O  8.7363  6.4636  -1.3641
O  7.7327  5.8668  13.4759
O  8.155  12.6281  20.4245
O  0.6141  11.5194  20.1855
O  0.5927  0.4313  11.2384
O  5.1483  3.182  10.3361
O  8.948  9.4594  10.957
O  1.2108  2.8917  10.3871
O  1.8272  8.2235  10.8262
O  9.9073  9.9943  13.3837
O  2.0575  10.8479  10.2854
O  2.7825  13.6789  10.7391
O  7.7552  1.4952  14.5915
O  4.3614  0.7296  11.1834
O  4.9704  8.5765  11.1054
O  5.2694  6.1151  10.2787
O  5.3806  11.4998  11.2466
O  5.1743  9.8851  13.3266
O  12.4881  9.7735  12.7418
O  1.67  12.0947  16.1943
O  -0.5507  13.4642  15.7416
O  3.377  3.6514  16.933
O  9.1188  2.9689  10.0853
O  9.9733  2.9674  15.2751
O  3.0993  8.2745  13.1244
O  8.4026  5.2175  11.017
O  10.8193  11.4485  11.44
O  10.3788  10.1009  18.7682
O  5.4123  13.9469  10.4971
O  -0.995  2.4125  17.8123
O  0.5638  -1.5094  -1.3275
O  6.1005  -2.8997  17.3468
O  5.7006  12.3858  13.8147
O  8.5675  3.4702  13.0984
O  6.3893  13.2596  22.305
O  9.9398  4.5226  19.4085
O  2.9227  9.4604  18.2331
O  -0.7315  10.8387  16.2503
O  6.9673  7.4863  15.3962
O  10.2374  -1.4835  10.9906
O  8.1144  3.3817  17.9343
O  5.2373  14.8515  18.3079
O  9.4879  0.8646  11.4162
O  10.7987  0.5894  15.8631
O  6.0666  14.8251  14.691
O  10.3866  7.1817  10.8572
O  7.5471  10.9687  12.654
O  10.8176  -0.4458  13.407
O  1.0592  4.717  17.7303
O  7.2376  17.5779  21.7157
O  8.3652  15.2008  20.5822
O  4.1687  11.0795  16.1761
O  8.7217  -0.8907  14.9706
O  0.9112  8.9265  19.8525
O  0.8529  5.3854  11.0788
O  5.3348  17.3147  17.2101
O  5.4642  7.2315  13.3113
O  9.1859  2.1331  19.9926
O  5.2091  0.6442  0.0921
O  7.3159  0.238  16.8893
O  3.8076  13.5354  15.376
O  5.8659  4.5662  17.4103
O  3.5599  -2.4877  17.9568
O  5.4951  12.7124  19.9096
O  0.1958  11.8337  13.9608
O  5.3568  10.2304  18.4384
O  10.3045  5.4219  12.8173
O  4.5427  7.902  19.6454
O  -1.903  8.3712  16.8495
O  -0.8492  13.6711  20.4017
O  0.6114  8.8297  17.2185
O  10.1643  12.4111  -0.3855
O  4.8956  8.1172  17.0096
O  8.3503  5.8658  17.1313
O  6.6063  10.0141  16.1603
O  7.8522  8.4006  13.0747
O  4.1269  14.2751  12.9282
O  10.5426  9.8184  21.4843
O  0.2655  6.1659  19.9036
O  1.4507  0.738  -0.3422
O  0.997  2.5611  16.2296

Results
free energy: -62185.620 eV
free energy less fixed offsets of O -463.61, Si -117.95 eV per atom: -19.320 eV
pressure: -1.47 GPa
stress xx, yy, zz, yz, xz, xy (GPa, positive in tension): 1.29, 1.2, 1.91, -0.06, 0.2, 0.68

Forces (eV/angstrom), in the order of the atoms: element, x, y, z
Si  -0.4206  0.2795  -0.1626
Si  -0.0912  -0.0248  -0.4428
Si  0.2462  0.1812  0.1011
Si  -0.1414  -0.4158  0.7081
Si  0.1881  0.189  -0.6479
Si  0.2458  -0.4479  -0.7485
Si  0.0367  0.0205  -0.1662
Si  0.2178  -0.2348  0.0611
Si  -0.1716  0.1369  -0.5068
Si  -0.1253  0.1323  -0.8966
Si  0.018  -0.2363  -0.319
Si  -0.1191  -0.1157  0.1457
Si  -0.0453  0.1034  -0.315
Si  0.0986  -0.0112  -0.0363
Si  0.1723  0.0048  -0.0824
Si  0.1384  -0.1049  -0.3768
Si  0.2049  0.1407  -0.1208
Si  -0.0279  -0.135  -0.0942
Si  -0.0894  0.1798  -0.1471
Si  0.0016  0.1318  -0.404
Si  -0.0337  0.1334  -0.2286
Si  0.2439  -0.1419  -0.292
Si  -0.0704  -0.0262  -0.3339
Si  0.2354  0.1624  -0.6818
Si  0.049  -0.047  -0.0317
Si  -0.0044  0.0856  -0.2605
Si  0.0739  0.1465  0.5822
Si  -0.0012  -0.2443  0.0939
Si  -0.3831  0.0558  0.5633
Si  -0.0081  0.1649  0.0658
Si  -0.0919  0.0069  -0.0452
Si  0.1409  -0.0005  0.0731
Si  0.1274  -0.1502  0.0743
Si  -0.1211  -0.0129  0.0282
Si  0.1622  -0.1078  0.1597
Si  -0.0166  -0.1148  -0.1782
Si  -0.085  0.0984  -0.1549
Si  -0.1207  0.0106  0.0111
Si  -0.015  0.0985  -0.2446
Si  -0.032  0.0497  0.0429
Si  0.2091  0.224  -0.032
Si  0.1533  -0.1552  0.0647
Si  -0.1892  -0.0568  -0.4105
Si  0.0186  0.0487  0.0798
Si  0.0962  -0.0768  -0.0567
Si  0.0966  -0.0115  -0.0326
Si  0.053  0.0125  -0.1519
Si  -0.2564  0.0694  0.1546
Si  0.078  -0.1559  -0.0292
Si  0.1397  0.0054  0.183
Si  0.1986  0.0852  -0.0331
Si  -0.0987  -0.1878  0.0724
Si  -0.0213  -0.0058  -0.1349
Si  -0.1698  -0.0913  0.115
Si  0.0045  0.2074  0.065
Si  -0.2357  -0.0366  -0.0011
Si  0.0772  -0.1597  -0.0183
Si  0.0177  -0.0022  0.2049
Si  -0.0819  0.1091  0.0042
Si  0.0672  0.0692  -0.1161
Si  0.1407  0.2002  -0.0256
Si  -0.122  -0.0716  -0.1396
Si  -0.0575  0.0011  -0.1567
Si  0.0226  -0.1095  -0.2571
Si  0.0659  0.1663  0.1045
Si  0.1778  -0.3506  -0.109
Si  -0.0277  -0.1074  -0.1924
Si  0.0987  -0.0126  0.2108
Si  -0.1558  0.1427  0.0079
Si  -0.167  0.0412  -0.0914
Si  0.0164  0.1015  0.126
Si  -0.0601  0.1939  -0.0871
Si  -0.0025  0.0916  0.3012
Si  -0.1677  -0.1297  0.2873
Si  -0.0928  0.1417  0.0673
Si  0.0432  0.0993  0.1586
Si  0.0549  0.2063  0.3669
Si  0.126  0.1192  0.2011
Si  -0.0152  -0.0844  0.2946
Si  -0.3141  -0.1496  0.3318
Si  0.1049  -0.0075  0.304
Si  0.05  -0.1053  0.2211
Si  0.0174  -0.2626  0.2003
Si  0.1994  -0.2148  0.2305
Si  -0.0704  0.2117  0.0452
Si  -0.0728  0.1065  0.4786
Si  0.2653  -0.1266  0.6202
Si  0.4168  -0.2005  0.0202
Si  -0.1031  0.4614  -0.0418
Si  -0.0088  -0.1889  0.6222
Si  0.0595  -0.2212  0.7993
Si  0.0931  0.1034  0.5559
Si  -0.1579  0.3403  0.255
Si  -0.1898  -0.325  0.4946
Si  0.1211  0.3124  -0.0062
Si  0.5097  0.4046  -0.3052
Si  -0.1318  -0.0493  0.097
Si  -0.0462  0.1057  -0.1807
Si  -0.003  -0.0437  0.2774
Si  0.0421  0.0554  0.0198
Si  0.159  -0.008  -0.2918
Si  -0.0458  0.1158  -0.357
Si  -0.1217  0.038  0.4011
Si  -0.0723  0.2212  0.1503
Si  -0.1021  -0.0734  -0.4033
Si  -0.0548  -0.0244  0.1573
Si  0.1691  0.0068  0.3361
Si  0.0206  0.1146  -0.3379
Si  0.0672  -0.152  0.4918
Si  0.1076  -0.1202  0.432
Si  0.0016  0.1586  -0.3828
Si  0.0243  -0.2995  -0.6357
Si  0.0043  -0.0321  -0.2793
Si  -0.0179  0.0442  -0.1429
Si  -0.2111  -0.0338  0.5019
Si  0.1301  -0.0438  0.1227
Si  0.046  -0.1832  0.6693
Si  0.073  0.0664  -0.3644
Si  -0.059  0.0668  -0.0846
Si  -0.0583  -0.1766  0.4083
Si  0.0116  0.1972  -0.5229
Si  -0.0798  0.0636  -0.078
Si  -0.1273  -0.1518  0.3063
Si  -0.045  -0.1426  -0.2576
Si  0.049  -0.0762  -0.2838
Si  -0.0919  0.1969  -0.1447
Si  0.3111  -0.0283  -0.2053
Si  0.0341  -0.1839  -0.1927
Si  0.0165  -0.0394  -0.2913
Si  0.1666  -0.0125  0.4312
Si  -0.1986  -0.2832  0.617
Si  -0.152  0.0351  -0.3324
Si  0.0666  0.0761  -0.412
Si  -0.1285  -0.1136  -0.1615
O  -0.0132  -0.0446  0.7332
O  -0.0701  -0.0659  0.0292
O  0.1169  -0.1462  -0.2067
O  -0.0846  -0.1527  0.5234
O  -0.1677  0.1012  -0.6612
O  0.0602  0.1719  0.4082
O  -0.2835  -0.0303  0.3499
O  0.2006  -0.0843  0.0871
O  0.2554  -0.0358  0.2759
O  -0.1313  0.0316  -0.6031
O  0.0871  0.247  0.6072
O  0.2513  0.4504  0.0572
O  -0.209  -0.0267  0.3103
O  -0.0517  0.2378  0.2914
O  -0.2686  -0.469  -0.012
O  0.0568  0.1122  0.4701
O  0.0599  -0.0829  -0.3831
O  -0.288  -0.0168  -0.0103
O  0.1097  -0.2215  0.0869
O  0.1133  -0.2378  0.2189
O  0.1788  0.0126  -0.2679
O  -0.1221  0.0869  0.3138
O  -0.1359  0.0082  0.2996
O  0.0432  -0.005  -0.2693
O  -0.063  -0.1373  -0.6467
O  0.1917  -0.2108  -0.0887
O  0.0548  -0.1101  -0.5058
O  -0.0616  0.2712  0.0835
O  0.0492  0.1419  -0.493
O  -0.3959  -0.2612  -0.4747
O  -0.3396  -0.3046  0.0154
O  0.2067  0.0551  0.1166
O  -0.0823  -0.2328  -0.1482
O  0.0305  -0.2009  -0.1864
O  -0.0361  0.5139  -0.6641
O  0.1705  0.1952  -0.407
O  0.0841  0.015  -0.3639
O  -0.1796  0.0675  -0.1848
O  -0.0889  0.0133  -0.1257
O  0.0243  0.0076  -0.2655
O  -0.0959  -0.1108  0.3471
O  -0.0042  0.1085  -0.2746
O  -0.1694  -0.1907  0.023
O  -0.0796  0.1111  -0.5312
O  0.1837  -0.0741  -0.495
O  -0.3981  0.2665  -0.403
O  0.3441  -0.1131  0.2243
O  -0.1062  -0.3385  0.0408
O  -0.1624  0.1898  0.0132
O  0.1282  0.0121  0.544
O  -0.4647  -0.1502  0.2057
O  -0.1183  -0.0307  -0.2961
O  0.0391  0.2188  0.1036
O  0.0016  0.1249  0.1894
O  -0.0224  0.1055  0.1282
O  -0.0203  -0.3333  0.2406
O  0.17  0.0313  0.0316
O  -0.0398  0.1255  -0.1384
O  -0.057  -0.3617  0.1244
O  0.1499  0.0584  0.1104
O  0.1512  -0.0484  0.0124
O  0.1619  -0.1933  -0.4202
O  -0.0871  -0.0198  -0.2162
O  -0.0743  -0.1303  -0.0532
O  -0.2069  0.2818  -0.0164
O  0.0872  -0.1401  -0.2669
O  -0.0474  0.0417  -0.4418
O  0.2565  -0.1253  0.3836
O  -0.159  -0.0207  0.5154
O  0.0567  -0.0401  0.1911
O  0.1434  0.264  0.2037
O  0.2276  0.1931  -0.0729
O  -0.0415  0.1072  -0.0353
O  -0.126  -0.0519  -0.1612
O  0.0092  0.0976  0.2823
O  0.1599  0.3664  -0.183
O  -0.2358  0.0393  0.1133
O  0.1084  0.1511  0.2408
O  -0.1897  0.1407  0.026
O  0.1812  -0.1069  -0.1266
O  0.0337  -0.2723  0.1064
O  0.3619  -0.0742  -0.1526
O  0.2961  -0.0003  0.2724
O  -0.1367  -0.125  -0.2692
O  -0.1933  -0.2149  -0.1654
O  -0.0008  0.1565  -0.4932
O  -0.1386  0.0077  0.5382
O  0.0404  -0.0086  0.3274
O  0.0504  -0.2355  0.4992
O  -0.0928  0.0497  0.4078
O  -0.2547  -0.0906  -0.4671
O  0.2096  0.3095  0.3465
O  -0.0914  0.0163  0.1122
O  -0.2976  -0.1242  0.29
O  0.0358  0.1746  -0.1536
O  -0.0048  -0.0581  -0.4727
O  0.1958  0.425  0.5163
O  0.0005  -0.0742  -0.0106
O  0.0065  0.0565  0.2665
O  -0.0408  0.0558  0.3356
